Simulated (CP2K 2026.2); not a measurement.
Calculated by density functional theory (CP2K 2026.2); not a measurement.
Periodic cell of 504 atoms, Si360O144, from a study of silicon, its oxide and their interface. The atomic structure is a simulated model.
Doubt: the forces sum to 2.20 eV/angstrom along one axis rather than to zero, so they err by at least 0.0044 eV/angstrom per atom on average; the grid cutoff is modest.

Settings
functional: PBE
method: Gaussian and plane waves
basis set: DZVP-MOLOPT-SR-GTH
pseudopotentials: GTH-PBE
grid cutoff: 300 Ry, relative cutoff 40 Ry
k points: Gamma only
occupations: fixed
spin: none
net charge: 0

Cell vectors (angstrom)
a	16.32	0	0
b	0	16.32	0
c	-7.4516	2.302	33.6462

Atoms and the computed forces on them: element, x, y, z (angstrom), force x, y, z (eV/angstrom)
Si	1.619	-1.641	0.123	0.023	0.181	0.707
Si	4.628	0.968	-0.054	-0.064	0.061	0.649
Si	1.189	4.278	0.183	0.227	-0.386	0.665
Si	4.435	6.406	-0.006	-0.41	0.357	0.665
Si	1.094	-6.512	0.047	0.099	-0.25	0.708
Si	3.81	-3.821	0.16	0.07	-0.055	0.706
Si	6.752	-1.294	0.329	-0.011	0.019	0.454
Si	9.661	1.181	0.209	-0.147	0.146	0.742
Si	6.782	4.229	0.176	0.295	-0.291	0.716
Si	9.444	7.148	0.023	0.193	-0.345	0.701
Si	6.987	9.226	0.021	-0.206	0.341	0.689
Si	-7.315	-3.421	-0.051	-0.003	-0.257	0.668
Si	-4.472	-1.027	0.076	0.188	-0.18	0.716
Si	-1.746	1.527	0.156	0.219	-0.019	0.677
Si	-3.901	3.734	0.266	-0.013	0.085	0.693
Si	-1.218	6.358	0.047	-0.278	0.497	0.598
Si	-3.928	-6.775	-0.143	0.067	-0.055	0.631
Si	-1.107	-4.204	-0.222	-0.295	0.33	0.677
Si	2.862	-0.011	1.259	0.007	0.042	-0.056
Si	5.571	2.615	1.378	-0.017	0.023	-0.062
Si	2.805	5.413	1.387	0.024	0.006	-0.054
Si	5.401	8.122	1.306	-0.01	-0.013	-0.055
Si	2.673	-5.438	1.403	-0.005	-0.002	-0.052
Si	5.359	-2.711	1.52	-0.027	-0.004	-0.033
Si	8.164	0.04	1.585	-0.008	-0.002	-0.041
Si	-5.451	2.635	1.578	-0.01	-0.013	-0.051
Si	8.353	5.472	1.347	0.023	0.036	-0.045
Si	-5.273	8.221	1.317	0.014	0.022	-0.065
Si	8.088	-5.31	1.163	0.049	-0.047	-0.036
Si	-5.607	-2.603	1.365	0.005	-0.023	-0.066
Si	-2.854	-0.017	1.468	-0.032	-0.012	-0.051
Si	-0.028	2.647	1.349	-0.01	-0.03	-0.069
Si	-2.743	5.348	1.48	-0.017	0.014	-0.06
Si	-0.115	8.162	1.213	0.008	-0.051	-0.005
Si	-2.713	-5.296	1.184	0.02	0.009	-0.068
Si	-0.029	-2.739	1.328	-0.006	-0.023	-0.034
Si	1.42	1.315	2.627	0.024	-0.021	0.031
Si	4.137	3.994	2.701	0.01	0.003	0.013
Si	1.355	6.848	2.625	-0.044	-0.026	-0.027
Si	4.064	9.492	2.684	0.01	0.008	0.009
Si	1.295	-4.089	2.754	0.011	0.006	0.034
Si	4.051	-1.309	2.822	-0.004	0.008	0.058
Si	6.836	1.402	2.893	-0.009	0.01	0.036
Si	9.564	4.112	2.807	-0.018	-0.014	0.015
Si	6.854	6.797	2.665	0.005	-0.004	0.036
Si	9.565	-6.668	2.556	-0.007	-0.015	0
Si	6.771	-4.126	2.729	0.016	0.015	0.006
Si	-6.815	-1.335	2.893	-0.003	0.014	0.043
Si	-4.113	1.298	2.926	0.003	0.003	0.051
Si	-1.322	4.018	2.794	-0.031	-0.014	0.026
Si	-4.073	6.8	2.747	0.002	-0.001	0
Si	-1.424	-6.755	2.606	-0.003	0.019	0.01
Si	-4.127	-4.011	2.587	-0.014	-0.018	0.014
Si	-1.377	-1.371	2.686	0.017	0.024	0.004
Si	0.03	-0.018	4.023	0.006	0.017	-0.005
Si	2.724	2.691	4.053	0.011	-0.007	-0.004
Si	0.039	5.464	4.046	0.018	0.012	-0.004
Si	2.695	8.157	4.047	-0.011	0.005	0.012
Si	-0.052	-5.475	4.06	-0.008	-0.011	0
Si	2.673	-2.715	4.106	-0.013	-0.005	-0.011
Si	5.439	0.016	4.174	-0.009	-0.003	-0.006
Si	8.19	2.783	4.185	0.022	-0.021	-0.002
Si	5.485	5.42	4.035	0.027	-0.02	-0.001
Si	8.202	-8.088	3.967	0.02	0.008	-0.028
Si	5.421	-5.48	4.071	-0.01	-0.005	0.023
Si	8.116	-2.757	4.124	0.014	0.001	-0.017
Si	-5.461	-0.025	4.264	-0.006	0.025	0.026
Si	-2.702	2.704	4.167	-0.006	-0.003	-0.002
Si	-5.41	5.467	4.139	0.009	0.002	0.022
Si	-2.714	8.198	4.044	0.012	0.021	0.007
Si	-5.428	-5.389	4.008	-0.015	0.006	0.012
Si	-2.753	-2.719	4.031	-0.025	-0.001	-0.009
Si	1.378	-1.364	16.338	-0.005	0.001	0.004
Si	4.078	1.348	16.304	-0.012	-0.003	-0.015
Si	1.35	4.079	16.306	0.004	0.002	-0.002
Si	4.099	6.85	16.281	0.003	0.004	-0.012
Si	1.368	-6.758	16.315	0.004	-0.007	-0.013
Si	4.108	-4.057	16.324	0.012	-0.001	-0.006
Si	6.804	-1.363	16.346	-0.007	0.005	-0.009
Si	-6.816	1.341	16.295	-0.004	0.008	-0.001
Si	6.827	4.085	16.252	-0.006	-0.004	-0.008
Si	-6.785	6.808	16.31	0.008	0.012	-0.017
Si	6.795	-6.799	16.336	0.009	-0.013	-0.005
Si	-6.809	-4.075	16.36	0	0.004	0.001
Si	-4.082	-1.39	16.309	-0.002	0.004	-0.014
Si	-1.372	1.361	16.32	-0.012	-0.001	0
Si	-4.097	4.062	16.304	-0.011	-0.008	-0.015
Si	-1.37	6.796	16.309	0.003	-0.003	-0.007
Si	-4.088	9.516	16.353	-0.008	0.002	-0.006
Si	-1.345	-4.094	16.375	0.016	0.001	0
Si	2.727	0.008	17.705	0.037	0.014	-0.001
Si	5.517	2.681	17.587	0.008	0.011	0.009
Si	2.75	5.468	17.585	0	0.018	0.007
Si	5.411	8.199	17.717	-0.03	0.006	-0.001
Si	2.779	-5.431	17.675	-0.013	-0.008	-0.009
Si	5.431	-2.692	17.723	-0.004	0.001	0.007
Si	8.188	-0.021	17.699	-0.016	0.004	0.011
Si	-5.499	2.722	17.647	0.022	-0.008	0.008
Si	8.115	5.487	17.627	0.005	-0.004	0.005
Si	-5.415	8.119	17.714	0.001	-0.004	0.005
Si	8.143	-5.448	17.705	-0.004	0.006	0.017
Si	-5.413	-2.734	17.716	0.012	0.002	-0.01
Si	-2.761	-0.001	17.651	0.004	-0.003	0.015
Si	-0.003	2.711	17.684	0.002	0.011	0.002
Si	-2.723	5.404	17.653	-0.018	0.008	-0.018
Si	-0.032	-8.108	17.629	-0.012	-0.001	0.01
Si	-2.732	-5.457	17.734	-0.012	-0.023	-0.002
Si	0.034	-2.718	17.718	-0.011	0.003	0.02
Si	1.344	1.351	19.058	0.001	-0.019	-0.004
Si	4.168	4.08	18.847	-0.005	0.023	-0.041
Si	1.401	6.885	18.89	0.032	-0.002	-0.041
Si	4.09	-6.743	19.135	0.026	-0.001	-0.001
Si	1.483	-4.062	19.039	-0.009	0.037	-0.005
Si	4.128	-1.273	19.112	-0.007	0.013	-0.011
Si	6.835	1.356	19.04	-0.001	-0.009	-0.02
Si	-6.875	4.123	18.959	-0.001	0.003	-0.026
Si	6.746	6.8	19.038	0.005	-0.005	-0.014
Si	-6.82	9.468	19.035	-0.009	0.002	-0.043
Si	6.762	-4.088	19.071	-0.002	-0.023	-0.049
Si	9.565	-1.369	19.074	0.003	0.012	-0.007
Si	-4.173	1.332	18.997	-0.017	-0.011	-0.034
Si	-1.379	4.062	19.03	-0.007	-0.003	0.001
Si	-4.04	6.721	19.069	0.009	0	-0.037
Si	-1.399	-6.848	19.093	0.002	-0.054	0.002
Si	-4.082	-4.097	19.116	0	-0.004	-0.016
Si	-1.388	-1.336	19.013	-0.005	0.01	-0.027
Si	-0.08	0.029	20.429	-0.03	0.018	0.034
Si	2.873	2.723	20.193	0.029	-0.043	0.008
Si	0.09	5.488	20.191	-0.017	-0.01	0.025
Si	2.685	8.182	20.398	0.003	-0.018	0.058
Si	0.065	-5.438	20.293	-0.017	0	0.028
Si	2.765	-2.63	20.467	-0.028	-0.01	0.026
Si	5.566	0.03	20.519	0.011	0	0.046
Si	8.108	2.817	20.36	-0.014	0.004	0.07
Si	5.406	5.386	20.348	-0.012	-0.009	0.076
Si	8.054	8.17	20.401	0.007	0.024	0.05
Si	5.396	-5.352	20.565	0.007	0.007	0.051
Si	8.24	-2.8	20.359	0	-0.032	0.056
Si	-5.515	0.046	20.497	0.015	0.028	0.048
Si	-2.81	2.683	20.326	0.012	-0.005	0.05
Si	-5.516	5.399	20.35	-0.003	0.013	0.048
Si	-2.654	-8.345	20.528	0.048	0.023	0.024
Si	-5.42	-5.549	20.422	0.003	0.005	0.049
Si	-2.73	-2.672	20.43	-0.002	0.027	0.061
Si	1.081	-1.548	21.715	0.127	0.158	-0.702
Si	4.32	1.654	21.696	-0.022	-0.181	-0.687
Si	1.695	4.316	21.361	0.045	0.019	-0.658
Si	3.799	6.514	21.606	0.095	0.118	-0.747
Si	1.112	-6.976	21.716	0.156	0.086	-0.678
Si	4.424	-3.574	21.862	-0.24	-0.341	-0.685
Si	6.897	-1.539	21.765	0.111	0.307	-0.606
Si	-6.709	1.716	21.742	-0.051	-0.234	-0.671
Si	6.523	3.868	21.775	0.15	0.197	-0.789
Si	-6.734	6.932	21.645	-0.254	-0.244	-0.713
Si	6.973	-6.568	21.809	-0.171	-0.17	-0.747
Si	9.281	-4.444	21.692	0.114	0.044	-0.796
Si	-3.91	-1.105	21.777	-0.122	-0.161	-0.757
Si	-1.739	1.142	21.717	0.216	0.055	-0.78
Si	-4.393	3.798	21.627	0.017	0.105	-0.672
Si	-0.869	6.884	21.788	-0.335	-0.084	-0.634
Si	-4.378	-7.249	21.682	0.291	0.271	-0.68
Si	-1.041	-3.847	21.563	-0.117	-0.004	-0.685
Si	8.071	0.238	24.054	0.065	-0.015	-0.167
Si	5.86	-0.647	25.667	-0.008	-0.053	-0.035
Si	-3.291	-6.862	-6.68	0.044	0.041	0.085
Si	3.971	2.51	-2.809	-0.012	0.018	0.104
Si	5.571	7.852	23.902	0.08	0.063	-0.155
Si	1.439	6.71	-4.091	-0.036	0.048	0.047
Si	-5.777	6.947	-3.001	0.128	0.156	0.071
Si	1.393	-5.955	24.645	-0.016	-0.044	0.001
Si	-6.134	-5.271	-2.002	0.074	0.088	0.125
Si	-0.221	-3.463	25.652	0.028	-0.033	-0.096
Si	0.102	2.677	23.595	-0.007	-0.009	-0.038
Si	-0.868	5.325	24.634	0.064	0.031	-0.213
Si	4.029	-6.945	26.163	-0.123	0.131	-0.136
Si	2.233	0.475	23.823	-0.064	0.091	-0.249
Si	-1.346	-7.012	25.592	0.087	-0.029	-0.139
Si	-1.319	-4.783	-5.977	-0.065	0.027	-0.022
Si	-5.799	-0.042	-4.826	0.109	-0.003	0.155
Si	-3.739	-8.082	24.407	0.002	-0.027	-0.091
Si	5.035	-4.237	-2.606	-0.044	0.1	-0.03
Si	-2.353	-4.434	24.185	0.001	0.073	-0.027
Si	7.809	1.465	-4.744	0.008	-0.036	0.035
Si	4.287	-3.013	24.79	-0.055	0.067	-0.153
Si	0.449	3.157	-6.917	-0.054	-0.049	0.061
Si	4.07	5.61	-2.895	0.037	0.018	0.178
Si	2.358	5.618	-6.715	-0.009	0.068	0.104
Si	-4.547	-6.518	-4.002	-0.046	-0.177	0.015
Si	1.726	-4.586	-6.896	0.01	0.004	-0.034
Si	7.919	-6.919	-5.513	0.044	0.08	0.083
Si	0.105	0.228	-1.828	-0.056	-0.022	0.034
Si	-3.689	1.746	-3.851	-0.089	-0.015	0.017
Si	2.52	1.104	-7.162	0.069	-0.002	0.086
Si	-7.083	6.579	-5.544	0.036	0.042	0.038
Si	3.611	-1.986	-3.94	0.051	-0.046	0.043
Si	-5.593	-2.14	-6.894	-0.008	0.058	0.008
Si	-2.13	-7.377	-2.654	0.041	-0.102	0.137
Si	1.052	-6.858	-2.848	-0.094	-0.052	0.02
Si	0.744	-1.309	-4.09	0.104	0.002	-0.079
Si	-1.473	-3.195	-3.279	-0.045	-0.03	0.152
Si	1.218	2.825	-2.419	-0.131	0.1	-0.002
Si	7.589	3.98	-6.358	-0.021	-0.104	0.028
Si	-3.766	-1.084	-2.886	-0.1	-0.011	0.047
Si	4.899	0.593	-5.113	-0.079	-0.047	-0.008
Si	-3.756	5.191	24.297	0.045	0.029	-0.049
Si	-5.135	-3.113	23.818	0.103	0.12	-0.127
Si	7.263	-6.09	-2.665	-0.019	0.049	0.013
Si	-6.877	-4.687	-6.763	-0.048	0.008	0.03
Si	-1.514	6.175	-3.075	0.02	-0.002	0.048
Si	2.824	-4.901	-4.366	0.034	-0.076	0.107
Si	-7.954	2.909	-2.122	0.144	-0.025	0.047
Si	-1.258	3.49	-4.324	0.05	0.031	0.086
Si	5.228	5.55	-5.557	-0.024	0.06	-0.072
Si	7.846	5.701	23.982	-0.025	0.007	-0.149
Si	-5.177	4.209	-2.484	-0.061	-0.031	0.012
Si	1.269	-1.712	-7.167	-0.14	0.048	-0.017
Si	1.329	-1.362	5.457	0	0.008	0.005
Si	4.057	1.373	5.482	0.001	0.013	0.005
Si	1.383	4.086	5.408	-0.01	-0.009	0.011
Si	4.088	6.785	5.38	0.005	-0.014	0.003
Si	1.345	9.516	5.418	-0.01	-0.011	0.019
Si	4.065	-4.092	5.422	0.006	0.011	0.006
Si	6.787	-1.378	5.489	0.001	0.011	0.021
Si	9.513	1.389	5.54	-0.008	0.001	0.026
Si	6.796	4.12	5.491	-0.014	0.026	0.018
Si	9.514	6.862	5.409	-0.026	-0.004	0.001
Si	6.82	-6.813	5.404	0.023	0.004	0.006
Si	9.531	-4.089	5.437	0.005	0.004	0.003
Si	-4.054	-1.401	5.501	0.003	-0.001	0.018
Si	-1.313	1.33	5.448	0.01	-0.009	0.004
Si	-4.058	4.095	5.489	-0.008	-0.008	0.02
Si	-1.34	6.826	5.399	0.004	-0.016	0.009
Si	-4.093	-6.772	5.394	0.001	-0.009	-0.001
Si	-1.403	-4.093	5.407	0.015	0	-0.003
Si	2.698	-0.003	6.819	0.007	0	-0.006
Si	5.429	2.739	6.826	0.002	-0.008	0.001
Si	2.741	5.439	6.777	-0.001	0	-0.001
Si	5.445	-8.172	6.758	0.003	-0.011	-0.004
Si	2.705	-5.445	6.784	-0.007	0.001	-0.006
Si	5.417	-2.742	6.814	0.002	0	-0.005
Si	8.143	-0.003	6.846	0.007	0.007	0.001
Si	10.898	2.745	6.857	0	-0.002	-0.001
Si	8.169	5.495	6.804	-0.004	-0.002	0.003
Si	10.883	-8.13	6.781	-0.004	0.008	-0.003
Si	8.165	-5.453	6.785	0.001	0.005	0.005
Si	10.88	-2.747	6.83	0.004	0.002	-0.002
Si	-2.684	-0.017	6.82	0	-0.007	-0.003
Si	0.026	2.727	6.788	0.004	0.011	-0.01
Si	-2.689	5.473	6.798	0.002	0.002	0.001
Si	0.005	8.16	6.793	0.004	-0.003	-0.001
Si	-2.74	-5.44	6.789	-0.006	-0.001	-0.004
Si	-0.036	-2.735	6.787	-0.007	0.002	0.005
Si	1.359	1.37	8.175	-0.002	-0.001	-0.001
Si	4.075	4.096	8.177	0.008	0	-0.002
Si	1.372	6.797	8.143	-0.002	-0.003	-0.008
Si	4.083	-6.808	8.128	0.003	0.006	-0.012
Si	1.346	-4.084	8.145	-0.001	0.001	0.001
Si	4.065	-1.367	8.166	-0.009	0	0.004
Si	6.783	1.367	8.183	-0.01	-0.012	-0.002
Si	9.518	4.117	8.173	0.009	0.006	-0.005
Si	6.792	6.821	8.165	0.007	-0.013	-0.004
Si	9.522	-6.794	8.161	-0.006	-0.007	0.001
Si	6.803	-4.093	8.153	0.005	0.007	-0.001
Si	9.525	-1.366	8.177	0.004	0.009	0
Si	-4.055	1.354	8.173	0.003	0.013	0
Si	-1.341	4.088	8.148	0.006	0.002	-0.003
Si	-4.073	6.824	8.144	0.003	-0.005	-0.008
Si	-1.364	-6.797	8.145	-0.001	0	-0.003
Si	-4.081	-4.098	8.182	-0.013	-0.006	0.002
Si	-1.354	-1.378	8.187	-0.006	0.005	-0.003
Si	0.004	0	9.529	0.003	0.003	0
Si	2.719	2.727	9.532	0	0.002	-0.002
Si	0.013	5.444	9.514	0.007	-0.013	0.001
Si	2.726	-8.157	9.506	0.004	-0.017	-0.005
Si	-0.007	-5.441	9.514	-0.005	0.003	-0.001
Si	2.706	-2.726	9.516	-0.002	0.013	-0.004
Si	5.426	-0.005	9.529	0.001	0.008	0.002
Si	8.16	2.734	9.521	-0.007	0.005	-0.009
Si	5.442	5.453	9.527	0	0	0.002
Si	8.159	-8.147	9.521	-0.006	0	-0.001
Si	5.437	-5.45	9.505	0.006	-0.004	-0.004
Si	8.158	-2.73	9.522	0.006	0.003	-0.002
Si	-5.427	-0.005	9.528	0	-0.006	-0.001
Si	-2.699	2.726	9.518	0.003	0.002	-0.002
Si	-5.427	5.464	9.519	-0.007	0.002	-0.001
Si	-2.719	-8.149	9.517	-0.004	0	-0.002
Si	-5.442	-5.448	9.536	0.004	0.003	0.002
Si	-2.724	-2.731	9.537	-0.001	0	0.001
Si	1.362	-1.359	10.885	0.001	0.004	0
Si	4.074	1.361	10.889	-0.011	0.004	0.006
Si	1.358	4.085	10.887	0	0	0.001
Si	4.081	-9.507	10.882	0.003	-0.004	0.003
Si	1.36	-6.799	10.87	0.007	0.002	-0.005
Si	4.079	-4.085	10.866	-0.005	0.002	-0.009
Si	6.797	-1.367	10.876	0	0.006	-0.005
Si	9.523	1.362	10.873	0.01	0.008	-0.005
Si	6.799	4.087	10.883	-0.006	0.001	0.003
Si	9.525	-9.505	10.877	-0.002	-0.003	-0.001
Si	6.8	-6.79	10.881	0.007	-0.001	0.003
Si	9.523	-4.08	10.888	-0.002	-0.008	-0.001
Si	-4.078	-1.369	10.897	0.003	-0.002	0.002
Si	-1.357	1.357	10.888	0.007	0.001	0.001
Si	-4.068	4.089	10.867	0.001	-0.01	-0.005
Si	-1.355	6.807	10.87	-0.006	0	-0.006
Si	-4.077	-6.802	10.891	-0.006	-0.004	0.001
Si	-1.359	-4.087	10.892	-0.004	0.008	0.001
Si	2.721	-0.003	12.249	0	-0.002	0.002
Si	5.437	2.725	12.241	0.002	-0.009	0.002
Si	2.718	5.451	12.239	0	-0.003	-0.002
Si	5.443	-8.147	12.242	-0.002	0.002	0.008
Si	2.718	-5.434	12.231	0.002	0	-0.002
Si	5.44	-2.73	12.235	-0.003	-0.003	0.002
Si	8.159	-0.005	12.231	-0.003	-0.005	0.004
Si	10.896	2.718	12.222	0	0.011	0
Si	8.169	5.447	12.229	0.007	-0.001	0.002
Si	10.876	-8.152	12.25	0.003	0	0.005
Si	8.162	-5.435	12.244	0.003	0.011	0.001
Si	10.883	-2.73	12.258	-0.005	0.008	0
Si	-2.712	-0.01	12.25	-0.01	0.009	0.002
Si	0.001	2.719	12.245	-0.001	-0.002	-0.001
Si	-2.716	5.449	12.233	0.003	-0.002	-0.002
Si	-0.002	8.167	12.238	-0.001	-0.011	-0.004
Si	-2.72	-5.444	12.254	-0.002	-0.004	0.002
Si	0.001	-2.716	12.242	0.006	0.005	-0.007
Si	1.357	1.355	13.606	-0.001	0.004	0.005
Si	4.076	4.09	13.597	-0.014	0.014	-0.002
Si	1.358	6.809	13.598	0.001	-0.003	0
Si	4.082	-6.778	13.596	0.002	-0.002	0.005
Si	1.363	-4.07	13.596	-0.01	0.015	-0.003
Si	4.085	-1.371	13.597	0.003	0.007	0.004
Si	6.793	1.351	13.589	-0.008	0.017	0.005
Si	9.536	4.079	13.571	0.014	-0.017	-0.004
Si	6.817	-9.508	13.588	0.004	-0.011	0.003
Si	9.52	-6.787	13.611	-0.011	0.006	0.003
Si	6.808	-4.076	13.604	0.009	-0.01	0.002
Si	9.512	-1.366	13.6	0.001	0.006	0.003
Si	-4.08	1.35	13.596	0.007	-0.005	0
Si	-1.366	4.082	13.593	-0.005	0.002	0.003
Si	-4.08	6.805	13.598	-0.014	0.002	0.003
Si	-1.357	9.522	13.614	0	-0.001	0.005
Si	-4.077	-4.092	13.624	0.004	0	0.007
Si	-1.353	-1.369	13.618	0.013	-0.013	0.003
Si	0.006	-0.005	14.98	0.007	0.007	0.002
Si	2.72	2.72	14.954	0.003	0.008	-0.002
Si	-0.007	5.442	14.949	-0.001	0.003	-0.003
Si	2.712	8.189	14.945	-0.007	0.004	0
Si	0.002	-5.416	14.961	0.007	-0.005	0.002
Si	2.725	-2.721	14.964	0.001	-0.012	-0.004
Si	5.444	-0.018	14.96	0.003	0.001	0.005
Si	8.178	2.712	14.914	0.005	0.006	-0.002
Si	5.447	5.46	14.934	0.007	0.001	-0.007
Si	8.163	-8.148	14.967	0.013	-0.003	-0.004
Si	5.453	-5.431	14.965	-0.009	0.017	-0.001
Si	8.161	-2.72	14.978	-0.007	0.006	0.002
Si	-5.44	-0.017	14.954	-0.002	-0.007	-0.005
Si	-2.724	2.716	14.949	-0.003	0.002	-0.003
Si	-5.442	5.436	14.947	-0.002	-0.011	0.002
Si	-2.731	8.166	14.968	0.001	-0.002	-0.003
Si	-5.448	-5.438	14.994	0.002	-0.004	-0.002
Si	-2.7	-2.744	14.981	-0.01	0.004	0.002
O	0.029	-2.736	22.152	-0.152	-0.121	0.359
O	5.411	2.753	22.253	-0.032	0.104	0.32
O	-3.948	-1.596	-1.359	0.156	-0.558	-0.144
O	-4.78	4.292	25.141	-0.197	-0.193	-0.226
O	5.641	5.335	-0.1	0.082	0.164	0.048
O	7.294	3.767	-1.293	-0.355	0.209	-0.451
O	6.416	-6.824	-1.494	-0.755	0.112	-0.238
O	-0.923	5.99	23.156	-0.079	-0.092	0.026
O	7.162	4.49	23.144	0.129	-0.194	0.444
O	-3.58	4.486	22.857	0.313	-0.025	-0.039
O	0.051	-5.336	-0.413	0.124	-0.015	-0.162
O	0.79	-4.462	24.837	0.109	0.194	-0.118
O	2.287	-1.111	-3.557	0.105	0.347	0.301
O	-3.983	-2.255	-6.9	0.149	0.014	0.283
O	-5.507	2.735	22.222	0.066	-0.088	0.471
O	-6.332	-3.762	22.976	-0.333	-0.072	0.494
O	3.822	-3.69	23.389	-0.566	-0.035	0.169
O	-2.785	2.694	-0.363	-0.159	0.024	-0.552
O	-5.124	-6.04	-0.993	-0.183	-0.065	-0.178
O	-7.625	1.352	23.06	-0.276	0.256	0.294
O	4.091	1.73	-1.39	0.047	-0.087	-0.234
O	1.668	3.931	-1.336	0.249	0.101	-0.121
O	-3.34	0.483	-2.903	0.239	0.154	0.413
O	6.806	-6.512	-6.609	-0.505	-0.317	-0.06
O	1.698	-7.058	-1.373	0.388	-0.432	-0.17
O	-4.816	5.639	-3.17	0.34	0.155	-0.453
O	-7.327	1.799	-1.133	-0.126	-0.053	-0.13
O	7.55	2.206	-3.321	-0.546	0.122	-0.059
O	-1.289	0.624	-1.131	-0.362	0.088	-0.173
O	7.257	-6.913	-4.048	-0.414	-0.209	0.055
O	6.635	0.481	24.783	-0.202	0.633	-0.074
O	-5.975	-0.724	-6.27	-0.01	0.509	-0.276
O	4.696	-8.034	25.182	-0.156	-0.351	0.134
O	0.22	-6.968	25.178	0.164	-0.529	-0.084
O	1.621	-8.038	-3.789	0.393	0.186	-0.313
O	5.386	-3.945	25.496	0.581	-0.344	-0.168
O	2.46	2.604	-3.407	-0.074	-0.177	-0.531
O	-0.541	3.667	-5.75	-0.087	0.432	-0.206
O	1.661	-6.263	23.075	0.528	0.266	0.048
O	-0.013	6.201	25.679	0.502	0.327	-0.022
O	2.684	5.406	22.105	0.022	0.016	0.538
O	0.765	-1.066	-1.139	0.097	-0.26	-0.109
O	-8.148	8.13	-0.191	0.145	0.146	-0.096
O	-5.128	-7.956	-3.471	0.014	0.159	0.293
O	-7.534	-6.055	-2.137	0.21	-0.138	-0.012
O	-0.573	-6.921	-2.69	-0.086	0.461	-0.184
O	-3.843	-6.999	23.207	0.08	0.349	0.207
O	-1.783	6.188	-1.477	-0.222	-0.281	-0.06
O	-3.064	-6.316	-3.402	0.213	0.594	0.119
O	5.745	-0.209	-0.468	-0.312	-0.112	-0.354
O	-4.43	-6.406	-5.605	-0.472	0.348	-0.125
O	3.043	-2.924	25.794	-0.011	-0.373	-0.026
O	0.056	6.25	-3.422	0.171	-0.217	0.021
O	2.835	-3.287	-4.521	-0.454	0.055	-0.179
O	6.283	-7.208	23.153	0.076	0.189	0.676
O	4.446	4.048	-2.61	0.5	0.099	0.131
O	0.867	3.426	22.414	-0.315	0.057	0.048
O	3.899	1.082	-6.302	0.168	0.306	-0.098
O	-5.73	-2.895	25.281	-0.279	-0.205	0.068
O	-0.271	3.817	24.659	-0.063	-0.158	0.587
O	-7.834	5.169	25.366	-0.094	-0.358	0.008
O	-6.25	6.948	-1.464	0.081	0.023	-0.155
O	4.607	-4.519	-1.076	0.051	-0.389	-0.076
O	0.603	-2.131	26.056	-0.361	0.708	-0.041
O	-5.643	8.085	21.982	-0.153	0.15	0.203
O	-4.342	2.977	-3.059	0.236	-0.059	-0.042
O	2.57	5.759	-3.467	-0.081	-0.577	0.162
O	6.725	6.811	24.332	0.025	0.12	0.331
O	4.202	-5.237	-3.59	0.302	-0.532	-0.018
O	-1.856	-6.323	-6.142	0.318	-0.355	0.016
O	1.09	1.553	24.168	-0.154	0.068	0.606
O	-4.615	-1.745	23.112	-0.121	0.179	0.297
O	5.89	6.713	-6.475	-0.025	0.47	0.459
O	-4.2	6.727	24.026	-0.605	-0.059	-0.309
O	-2.609	-2.048	-3.484	0.184	0.052	-0.081
O	1.65	-0.832	23.067	0.181	-0.255	0.374
O	-4.676	-7.55	25.617	-0.245	0.369	-0.075
O	8.145	-5.499	22.251	-0.114	0.11	0.373
O	0.041	-8.131	22.169	-0.016	0.2	0.218
O	4.526	7.133	22.911	0.025	-0.211	0.111
O	4.087	6.58	-1.593	-0.392	0.653	-0.292
O	0.026	-2.62	-3.48	0.416	-0.123	0.434
O	6.51	0.691	-5.363	0.137	-0.188	-0.237
O	2.185	-3.034	-7.035	0.594	0.211	0.336
O	-1.673	-4.26	-4.486	-0.103	-0.405	0.11
O	-4.79	4.381	-0.927	0.001	0.307	-0.098
O	-5.148	-1.114	-3.771	-0.329	-0.416	0.208
O	1.561	-5.464	-3.506	-0.26	0.314	0.098
O	-1.22	1.93	23.046	-0.253	0.162	0.594
O	-3.896	-4.129	23.935	-0.12	-0.455	-0.065
O	3.439	1.109	22.952	0.055	0.077	0.382
O	-1.99	-3.861	-7.125	0.337	0.147	0.064
O	-7.224	0.168	25.306	-0.095	0.054	0.316
O	-2.027	4.842	-3.832	-0.758	-0.148	-0.128
O	2.695	-2.76	-0.439	0.075	0.055	-0.574
O	2.849	-6.127	25.364	0.07	0.217	-0.158
O	4.994	-1.559	24.634	-0.203	0.149	-0.436
O	-4.769	1.213	-4.94	-0.264	0.194	-0.65
O	-8.078	2.612	-5.807	0.716	-0.217	-0.143
O	2.732	-5.402	-5.906	0.527	-0.295	-0.074
O	5.726	-2.617	22.143	-0.087	-0.183	0.285
O	3.747	5.12	-6.048	-0.036	-0.489	-0.113
O	-6.757	3.868	-2.653	-0.168	0.465	-0.24
O	-7.309	6.34	23.052	0.294	0	0.34
O	-6.511	-3.808	-1.437	0.4	0.352	-0.175
O	-6.305	-3.347	-6.074	0.099	0.119	0.593
O	2.777	0.017	25.243	-0.273	-0.453	-0.078
O	5.115	6.105	-4.039	0.471	0.311	0.088
O	-7.283	0.456	-4.439	-0.164	-0.333	0.324
O	-2.326	2.298	-4.501	0.024	-0.138	-0.301
O	7.827	-2.316	-0.458	-0.227	0.232	-0.54
O	-2.798	0.005	22.253	-0.008	-0.166	0.386
O	-1.642	-4.761	22.775	0.042	-0.649	0.021
O	-1.574	-3.783	-1.749	-0.335	0.11	-0.191
O	-2.242	7.557	-3.508	-0.199	0.004	-0.455
O	-0.151	3.145	-3.189	0.025	-0.085	0.241
O	-3.548	7.884	-6.909	0.473	-0.61	-0.014
O	-7.049	6.642	-3.936	-0.395	-0.391	0.258
O	7.78	-1.062	23.086	-0.033	-0.08	0.129
O	-5.597	6.475	-6.186	0.053	-0.413	0.486
O	1.505	4.344	-7.184	0.079	-0.211	-0.512
O	-0.05	-0.048	-3.419	-0.391	0.255	-0.563
O	-7.833	5.26	-6.029	0.101	0.025	-0.057
O	-2.124	-5.656	25.195	-0.307	0.094	0.339
O	1.077	1.473	-1.549	0.33	-0.055	0.349
O	-7.8	7.971	-5.949	-0.124	-0.009	-0.404
O	-5.316	1.887	26.068	0.11	-0.292	-0.173
O	1.253	1.824	-6.422	-0.267	-0.228	0.141
O	-2.791	-7.475	-1.144	0.205	-0.379	0.18
O	4.673	-2.668	-2.9	0.246	0.467	0.261
O	6.6	-4.606	-2.829	0.338	0.25	0.065
O	-7.219	-5.8	-5.627	0.512	-0.086	0.513
O	4.512	-0.967	-4.823	0.307	-0.185	-0.393
O	0.266	-4.716	-6.225	0.057	0.029	0.116
O	-5.545	0.13	-0.351	0.105	0.24	-0.644
O	0.611	-1.355	-5.71	-0.176	-0.077	0.006
O	6.148	4.217	-5.646	-0.27	-0.306	0.367
O	-2.162	8.142	24.807	0.357	-0.474	-0.155
O	4.742	1.594	-3.863	0.301	0.051	0.294
O	-2.389	5.195	25.139	-0.139	-0.337	0.653
O	-1.567	-3.152	24.821	-0.169	0.615	-0.019
O	-5.428	-5.277	-3.45	0.121	0.367	-0.433
O	0.119	5.463	-0.033	0.074	0.095	0.103
O	1.487	6.515	-5.696	-0.374	0.153	-0.287

Results
total energy: -101652.978 eV
total energy less fixed offsets of O -438.25, Si -107.07 eV per atom: 0.222 eV
